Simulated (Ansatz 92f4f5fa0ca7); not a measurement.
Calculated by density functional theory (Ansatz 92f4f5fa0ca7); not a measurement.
Periodic cell of 254 atoms, Si144O106N4, from a study of silicon, its oxide and their interface. The atomic structure is a simulated model.

Settings: functional r2SCAN; potential files Ansatz PAW; basis plane waves; wave-function cutoff 800 eV; density cutoff ratio 5; exchange-correlation grid ratio 1; k mesh 1 x 1 x 1, shifted by 0.5 0.5 0 of a step; self-consistency stop 1e-10 eV per atom in the density residual; occupations fixed; spin none; net charge 0.

Cell vectors (angstrom)
a, 10.887, 0, 0
b, 0, 10.887, 0
c, 0, 0, 36.0376

Atoms and the computed forces on them: element, x, y, z (angstrom), force x, y, z (eV/angstrom)
Si, 0.2844, -0.5509, 0.1114, 0.0176, -0.0346, 0.2131
Si, 2.5687, 2.9608, 0.0816, -0.0945, -0.0143, 0.1993
Si, 0.4723, 5.3368, -0.1141, -0.0209, -0.0673, 0.2295
Si, 2.7116, 8.3761, 0.4061, -0.0317, 0.0016, 0.1592
Si, 5.3404, -0.2379, -0.0502, 0.1251, -0.0125, 0.1685
Si, 7.8547, 2.9477, 0.1201, -0.0559, 0.0263, 0.2011
Si, 5.5595, 5.0546, 0.1904, 0.0456, 0.0225, 0.2048
Si, 7.5885, 8.3752, -0.248, -0.0154, 0.0231, 0.2061
Si, 1.3176, 1.3053, 1.2478, -0.0032, 0.0067, -0.0065
Si, 4.049, 3.974, 1.5636, 0.026, -0.0127, 0.0284
Si, 1.4313, 6.7517, 1.4771, 0.0068, -0.0042, 0.0249
Si, 4.1083, 9.6436, 1.6657, -0.0002, -0.0301, 0.0366
Si, 6.6571, 1.3078, 1.2818, 0.0492, 0.0287, 0.0433
Si, 9.5693, 4.2045, 1.1609, -0.0252, -0.0203, 0.0139
Si, 6.6811, 6.814, 1.2937, -0.01, -0.019, -0.0199
Si, 9.3748, 9.3276, 1.2054, 0.0367, 0.0393, 0.0091
Si, -0.0385, 2.7357, 2.5864, 0.0003, -0.0086, 0.0034
Si, 2.6494, 0.1205, 2.8216, 0.0225, -0.0622, 0.0406
Si, -0.1057, 8.0818, 2.6911, 0.0515, 0.023, 0.0402
Si, 2.7426, 5.4093, 2.8561, 0.0103, 0.0213, 0.0227
Si, 5.4193, 2.6019, 2.8173, -0.0158, 0.0314, 0.046
Si, 8.1214, -0.0586, 2.5901, 0.0074, 0.0028, 0.0314
Si, 5.4482, 8.1317, 2.8151, -0.0449, 0.0085, 0.0576
Si, 8.1838, 5.5042, 2.6138, -0.025, -0.0165, 0.0207
Si, 1.3209, 4.0212, 4.0823, 0.0096, 0.0011, -0.0186
Si, 4.0428, 1.3622, 4.2203, 0.0022, -0.0119, 0.0164
Si, 1.2767, 9.5189, 4.0346, -0.0145, 0.0105, -0.0393
Si, 4.0854, 6.7933, 4.1686, 0.0007, 0.0153, 0.0137
Si, 6.8267, 4.0857, 4.0062, -0.0152, -0.0035, -0.0245
Si, 9.4901, 1.3487, 3.9604, -0.0219, 0.0065, -0.0291
Si, 6.8411, 9.512, 4.0919, -0.0194, -0.011, -0.0372
Si, 9.4875, 6.7703, 4.1136, 0.0282, -0.0262, -0.0149
Si, -0.0457, 0.0128, 5.4017, 0.0245, 0.0229, 0.0053
Si, 2.6917, 2.743, 5.5193, 0.0134, 0.0072, 0.0155
Si, -0.0179, 5.4068, 5.4375, -0.024, 0.0058, 0.0018
Si, 2.6752, 8.1829, 5.4245, -0.0085, -0.0253, 0.0093
Si, 5.4503, -0.0367, 5.4645, -0.0221, -0.0073, 0.0052
Si, 8.1684, 2.7129, 5.3723, -0.0022, -0.0103, -0.0045
Si, 5.4782, 5.419, 5.4538, 0.0011, 0.0088, -0.0016
Si, 8.1764, 8.1678, 5.4805, 0.0169, -0.0019, 0.001
Si, 1.33, 1.3396, 6.8142, 0.0072, 0.0041, 0.0118
Si, 4.0937, 4.1004, 6.8405, -0.0137, -0.0064, 0.0193
Si, 1.3448, 6.7982, 6.7837, 0, 0.0025, 0.0141
Si, 4.0658, 9.5056, 6.7971, -0.0053, 0.0035, 0.0104
Si, 6.8161, 1.3721, 6.7741, -0.0088, -0.002, 0.0107
Si, 9.5122, 4.051, 6.7811, 0.0231, -0.0039, 0.0005
Si, 6.8108, 6.7972, 6.8248, -0.0007, -0.0019, 0.013
Si, 9.5318, 9.5454, 6.823, -0.0189, -0.0115, 0.0065
Si, -0.015, 2.7251, 8.1629, -0.0027, 0.0022, -0.0126
Si, 2.7309, -0.0111, 8.1582, 0.0007, -0.0069, -0.0061
Si, 0.0176, 8.1671, 8.1663, 0.0159, 0.0164, -0.0107
Si, 2.7216, 5.4803, 8.1725, 0.0183, 0.0045, -0.0049
Si, 5.473, 2.7187, 8.1675, -0.0041, 0.0045, -0.0106
Si, 8.1654, 0.0319, 8.1683, 0.0055, -0.0041, -0.0173
Si, 5.4263, 8.1631, 8.1648, -0.0146, -0.0056, -0.0046
Si, 8.1845, 5.4243, 8.1584, -0.0083, -0.0008, -0.0099
Si, 1.3561, 4.0976, 9.5063, 0.0047, -0.0182, -0.009
Si, 4.1113, 1.3457, 9.5081, -0.0078, 0.0013, -0.014
Si, 1.3974, 9.5129, 9.5352, 0.0027, -0.0116, -0.0039
Si, 4.0781, 6.8294, 9.5524, -0.0085, 0.0012, -0.0072
Si, 6.8325, 4.0834, 9.5407, -0.0054, 0.0127, -0.0056
Si, 9.5296, 1.3852, 9.5453, 0.0091, -0.0003, -0.0109
Si, 6.785, 9.5529, 9.5029, -0.0044, -0.0037, -0.0117
Si, 9.542, 6.7937, 9.5118, -0.0108, -0.0013, -0.0169
Si, 0.0455, 0.0211, 10.8506, -0.0077, -0.0128, 0.0101
Si, 2.7492, 2.7297, 10.8156, 0.0147, 0.0111, 0.0132
Si, 0.0157, 5.4535, 10.9028, 0.0139, 0.011, 0.0147
Si, 2.7506, 8.1879, 10.9576, 0.0108, 0.0051, 0.0191
Si, 5.4527, 0.0063, 10.9234, -0.0044, 0.0024, 0.0164
Si, 8.1881, 2.7417, 10.9398, 0.0037, -0.0014, 0.008
Si, 5.4622, 5.4639, 10.868, -0.0166, -0.0133, 0.0189
Si, 8.1566, 8.1764, 10.8131, -0.0011, 0.0129, 0.0079
Si, 1.4445, 1.3701, 12.199, -0.0121, 0.0043, -0.0343
Si, 4.0959, 4.0775, 12.1797, 0.0153, 0.0125, -0.06
Si, 1.3766, 6.8007, 12.2852, 0.0125, 0.0127, -0.0015
Si, 4.1173, 9.5538, 12.3475, -0.0181, -0.0097, -0.0037
Si, 6.8159, 1.3739, 12.2891, 0.0112, 0.0171, 0.0025
Si, 9.5626, 4.1091, 12.3039, -0.0104, -0.0086, -0.0196
Si, 6.8027, 6.8615, 12.2118, 0.001, -0.0205, -0.0329
Si, 9.5347, 9.535, 12.1285, 0.0191, 0.0084, -0.0615
Si, 0.1194, 2.7262, 13.5775, -0.0024, -0.0146, 0.0001
Si, 2.7745, 0.0759, 13.6877, -0.01, -0.009, -0.0045
Si, -0.0205, 8.2222, 13.5361, -0.0105, 0.0065, -0.0087
Si, 2.7745, 5.4131, 13.5912, 0.0103, -0.0067, -0.0041
Si, 5.4348, 2.7654, 13.6057, -0.0053, 0.02, -0.0041
Si, 8.2339, -0.0176, 13.5514, 0.0051, -0.0065, -0.0136
Si, 5.4992, 8.1899, 13.698, -0.0075, 0.0009, -0.0078
Si, 8.1652, 5.5289, 13.5851, -0.0128, -0.0012, 0.0018
Si, 1.6897, 3.8362, 14.9554, -0.0088, -0.0121, -0.1879
Si, 3.9404, 1.6597, 15.0534, -0.0291, -0.0193, -0.1871
Si, 1.1079, 9.7892, 14.8563, 0.0404, 0.0299, -0.157
Si, 4.3202, 6.5511, 14.9334, 0.0265, 0.0261, -0.1773
Si, 6.5584, 4.3937, 14.8585, 0.0057, 0.0195, -0.2088
Si, 9.8448, 1.1238, 14.8074, 0.0327, 0.0057, -0.1979
Si, 7.1452, 9.3489, 14.9647, -0.0375, -0.0288, -0.1824
Si, 9.3114, 7.1156, 14.8907, -0.0139, -0.0142, -0.1884
Si, -2.4218, -18.7511, 16.9319, 0.0551, 0.0694, -0.259
Si, -8.9788, 12.7686, 27.3673, -0.0142, 0.0109, 0.0807
Si, -1.7821, 13.3264, 33.4335, -0.0362, 0.0186, 0.2233
Si, -19.0828, 16.9437, 28.7662, -0.0288, 0.0303, 0.119
Si, -17.8645, 14.2518, 28.6542, -0.0231, -0.0401, 0.1028
Si, 2.9856, -2.432, 16.9477, 0.0005, 0.003, -0.2196
Si, -1.3998, -19.049, 23.5829, 0.05, -0.0054, -0.1232
Si, -22.0395, -13.5839, 21.3029, 0.0883, -0.0485, -0.213
Si, 11.5658, 27.5058, 19.9821, 0.0022, 0.0633, -0.1922
Si, -0.2093, -5.6417, 17.0451, -0.0109, -0.0206, -0.223
Si, -4.1121, -8.8773, 24.4897, 0.0321, 0.0015, -0.0902
Si, -4.1363, -4.0119, 25.8788, 0.0153, -0.014, -0.0398
Si, -5.9523, 8.6521, 21.8283, -0.0154, 0.0113, -0.1854
Si, -14.8922, -26.0099, 22.8264, -0.0245, 0.0533, -0.1181
Si, -7.1666, 1.0419, 30.804, -0.0616, -0.007, 0.2268
Si, -24.2961, -8.8458, 19.7239, -0.0233, 0.0015, -0.173
Si, -7.143, -0.431, 27.0026, 0.0192, 0.0104, 0.0396
Si, -17.5584, -4.0515, 34.1938, 0.0189, -0.0247, 0.2441
Si, -20.9406, -0.3998, 30.5363, -0.0191, 0.012, 0.1651
Si, 4.9856, 2.1344, 22.1503, 0.0031, -0.048, -0.13
Si, -12.8214, -0.032, 24.3086, -0.0122, -0.0102, -0.1037
Si, -3.8741, 18.0549, 32.9919, -0.0154, 0.018, 0.3002
Si, 13.0079, 1.8961, 22.6428, -0.0083, -0.0071, -0.1242
Si, -4.6839, 21.8094, 20.1916, 0.0016, -0.0032, -0.2486
Si, -15.3271, -17.8568, 26.963, 0.0005, -0.038, 0.0049
Si, -25.3877, -7.094, 22.0382, 0.0109, -0.0115, -0.1597
Si, 22.7267, -3.3296, 30.5516, -0.0158, 0.0384, 0.1693
Si, 8.1265, -6.3525, 31.6563, -0.0033, 0.0365, 0.2473
Si, 22.5839, -18.366, 25.0565, 0.0169, -0.0312, -0.0523
Si, -23.1224, 6.7906, 28.702, -0.0309, 0.0227, 0.1302
Si, -23.4976, -1.9981, 26.6346, 0.0541, 0.0033, 0.0649
Si, -19.3592, -13.7895, 20.028, -0.0302, -0.0443, -0.2004
Si, 5.9576, -0.2547, 29.1887, 0.0049, -0.0282, 0.118
Si, -2.9243, -1.6624, 21.824, -0.0189, 0.0097, -0.1284
Si, 3.1082, 10.1194, 24.0554, 0.0174, -0.0295, -0.1216
Si, -2.3374, -17.7342, 28.8459, 0.0293, 0.0068, 0.1918
Si, -16.4739, -0.2477, 17.0995, -0.0329, 0.0063, -0.2877
Si, -21.5366, 22.0388, 33.3461, -0.0014, -0.0294, 0.2115
Si, -31.3074, 17.188, 33.1366, 0.02, -0.0519, 0.2849
Si, 1.5327, -4.5689, 26.0278, -0.0179, 0.0235, 0.0116
Si, -32.6977, 2.1466, 29.7368, 0.0017, -0.0717, 0.1663
Si, -17.7779, 18.4168, 26.7824, -0.0102, -0.004, 0.0404
Si, 10.9424, -6.9108, 32.1286, -0.0138, 0.0346, 0.1818
Si, -1.9646, 10.6883, 29.1734, 0.0139, -0.0127, 0.1551
Si, -21.7461, 13.695, 20.8931, -0.0181, 0.0466, -0.1641
Si, -10.5997, 19.5296, 24.4429, -0.0225, -0.006, -0.1323
Si, 14.197, 1.1645, 33.9032, 0.0311, 0.0198, 0.359
Si, -14.1972, 19.2766, 30.1631, 0.0001, -0.0204, 0.1922
O, 2.3941, 0.3491, 27.4643, -0.0022, -0.0321, 0.0064
O, -0.3804, -0.3867, 34.676, -0.0335, 0.0424, -0.1397
O, -9.8949, 2.1887, 26.0962, -0.0128, -0.0088, -0.0326
O, -6.1879, 5.4838, 34.9187, -0.0449, 0.0401, -0.1459
O, -0.0786, -2.5535, 22.9025, 0.0002, 0.0307, 0.1815
O, -25.0545, 15.3423, 30.124, -0.0393, -0.0193, -0.1708
O, 1.5475, 9.3401, 35.8214, -0.0574, 0.0211, -0.0899
O, 6.3216, 9.0558, 29.3837, -0.0333, 0.0188, -0.0727
O, -7.427, -8.3314, 22.1008, -0.0193, 0.0281, 0.0368
O, -12.371, 16.1488, 28.2138, 0.0093, 0.005, -0.0668
O, 14.9478, -15.2026, 28.077, 0.0502, -0.0004, -0.0177
O, 4.1686, -23.1327, 16.884, 0.0195, 0.0099, 0.0765
O, -24.6335, -7.805, 32.4008, -0.0313, 0.0036, -0.0968
O, -2.8319, -3.7554, 29.2863, 0.0207, -0.0492, -0.0835
O, -16.3561, 29.5182, 26.1084, 0.0122, 0.0145, -0.0043
O, -5.4381, 5.4643, 15.4247, 0.0003, -0.0146, 0.0654
O, -16.2538, -9.3744, 23.5665, 0.0166, -0.0124, 0.074
O, 11.2007, 5.8859, 18.4149, 0.043, 0.0415, 0.1763
O, 11.9192, 9.0334, 29.917, -0.0031, -0.0215, -0.0669
O, -4.7037, 35.6353, 25.6664, -0.0347, 0.015, 0.0306
O, 1.3365, 26.6552, 32.3649, 0.0051, -0.0436, -0.1026
O, -16.3372, 18.2405, 33.296, 0.0525, 0.009, -0.1016
O, 5.2407, 1.0874, 20.9453, -0.0393, 0.0619, 0.0961
O, 3.5401, 7.0967, 16.2621, -0.0499, 0.0218, 0.1123
O, 7.4955, -16.3936, 22.0661, 0.028, 0.0035, 0.0378
O, 7.9201, 7.8518, 22.6597, -0.0072, -0.0303, 0.0767
O, 8.2262, 8.2129, 15.458, 0.0092, 0.0096, 0.0646
N, 7.8097, -7.9744, 23.4309, -0.0096, -0.0143, 0.0659
O, -3.1621, 0.6195, 20.1653, 0.0216, -0.0097, 0.0613
O, -11.2592, -15.1571, 20.8632, -0.0462, 0.0234, 0.0891
O, -11.8188, -20.5912, 23.8792, 0.0157, -0.019, 0.0476
O, -12.2275, 4.1395, 17.3501, -0.032, -0.0216, 0.0927
O, 1.1279, 1.7428, 21.3811, 0.0201, -0.0304, 0.0538
O, -0.8382, 6.4395, 16.1665, 0.0497, -0.0301, 0.1309
O, -14.3548, 44.0721, 29.269, -0.0082, 0.0378, -0.0288
O, -22.6578, 7.8403, 27.5601, 0.0155, 0.0419, -0.0506
O, -2.5715, 10.3608, 22.908, 0.0329, 0.0346, 0.0835
O, 6.7919, 6.3125, 24.3797, -0.0067, -0.0286, 0.1082
O, 13.3755, 11.3604, 23.2537, 0.0031, -0.0179, 0.0493
O, -30.8809, -12.4875, 24.4875, -0.0126, -0.0075, 0.046
O, -13.3584, 13.0374, 34.8458, 0.0601, -0.0136, -0.141
O, -4.2712, -11.635, 16.2943, -0.0172, 0.0543, 0.1348
O, -18.859, -4.3241, 33.3304, -0.0639, 0.0005, -0.1325
O, -24.7641, -2.9255, 26.2045, -0.0186, 0.0053, -0.0228
O, -14.0893, 11.6331, 25.0547, -0.0128, 0.0165, 0.0693
O, -3.5052, 16.5268, 32.5752, 0.0207, -0.0625, -0.0865
O, -9.7905, 8.7618, 20.5972, -0.0566, 0.0461, 0.0755
O, -40.5892, 4.5427, 29.186, 0.0058, -0.0162, -0.0167
O, -13.9981, 3.3324, 27.6414, -0.0337, -0.0009, -0.0567
O, 11.8994, 4.5425, 16.2546, -0.0328, 0.0448, 0.1309
O, 33.0858, -3.6334, 25.2972, -0.0053, -0.0424, -0.0045
O, -21.0893, 4.1608, 20.3147, 0.0012, -0.0905, 0.0784
O, -9.3969, 6.2628, 27.6647, -0.033, -0.0163, -0.0607
O, -0.5258, -7.4101, 33.5746, 0.0064, -0.0489, -0.0943
O, -3.0282, 14.135, 20.6443, -0.0243, 0.0569, 0.1014
O, 13.4239, -13.5478, 18.4519, -0.0431, -0.0277, 0.1773
O, -27.2056, 7.1764, 22.2581, 0.0038, -0.0532, 0.0674
O, -28.3392, -10.7298, 34.7362, -0.1024, 0.031, -0.18
O, -1.7285, -9.0248, 16.0701, -0.0581, 0.0278, 0.1383
O, 3.4153, 19.8084, 27.3333, -0.0112, 0.0143, 0.0163
O, -12.0556, -6.0275, 31.5363, -0.0032, 0.0374, -0.0992
O, 3.2637, 13.6299, 27.3045, 0.0156, 0.0048, -0.0513
O, 5.6906, -7.3276, 21.9451, 0.0027, 0.0115, 0.0521
O, -21.2612, -0.6816, 32.0951, 0.0321, -0.0512, -0.1551
O, 6.5036, 9.5848, 35.4874, -0.0058, 0.0059, -0.0807
O, -20.067, 11.7157, 33.8135, -0.0025, 0.0112, -0.0798
O, 0.4745, 13.6325, 31.1634, 0.0202, -0.0166, -0.0981
O, -3.0312, -8.5685, 18.2309, -0.0277, -0.0566, 0.1908
O, -7.1107, -2.9541, 35.2872, 0.0685, -0.047, -0.1077
O, -6.6973, -1.5297, 23.1024, -0.0472, 0.0386, 0.1086
O, -22.5432, 3.6178, 24.7748, -0.0206, 0.0243, 0.0412
O, -18.9784, 2.75, 15.5153, 0.0052, 0.0137, 0.0638
O, -17.8059, -8.5388, 29.8996, 0.0176, 0.0838, -0.091
O, -12.4966, -1.8758, 20.8581, -0.0266, 0.0169, 0.0309
O, -9.3573, -29.7197, 23.702, -0.0177, 0.0598, 0.0741
O, 5.6425, -0.1107, 18.6712, 0.0549, 0.0154, 0.2283
O, 1.507, -17.6669, 35.6555, -0.0114, 0.0273, -0.1268
O, 14.2615, -8.3522, 34.7643, 0.0357, -0.0415, -0.1602
N, -11.3314, 11.3747, 29.7419, 0.0124, -0.0032, -0.0858
O, -19.4487, 6.8353, 30.118, 0.0502, -0.0495, -0.0889
O, -17.0619, 1.1053, 16.3988, 0.0502, -0.0274, 0.13
N, -4.5395, -23.1701, 21.1567, 0.0098, -0.0364, 0.0795
O, 1.7009, -1.8759, 16.1519, 0.0181, -0.0534, 0.099
O, -17.9861, -2.3881, 20.6942, 0.0823, 0.0375, 0.1055
O, 2.1441, 6.3925, 20.254, 0.0097, -0.0236, 0.0518
O, -15.0698, 16.3887, 26.7234, 0.0082, 0.007, 0.02
O, -7.051, 12.2295, 32.3938, 0.0494, 0.013, -0.2642
O, -18.7653, 6.8856, 25.6684, 0.0118, -0.0013, -0.0426
O, 16.2244, -7.0487, 28.1265, 0.0393, 0.0283, -0.0352
O, -0.301, -4.0662, 29.9038, -0.0312, -0.033, -0.0577
O, -9.7626, 2.3873, 28.6689, 0.0562, 0.0241, -0.0914
O, -13.9271, -3.2325, 34.3206, -0.0027, -0.0635, -0.1872
O, -36.3077, -7.1842, 16.154, 0.0309, -0.0484, 0.1446
O, -22.6013, -7.6222, 22.1793, -0.0352, 0.0196, 0.1267
O, -12.9463, 9.4179, 30.1743, 0.0123, 0.0194, -0.0523
O, -34.0375, 2.8903, 29.371, -0.0365, 0.0272, -0.0809
O, -4.1521, 4.0509, 35.6789, 0.0359, -0.0072, -0.0945
O, -11.7951, -19.7311, 19.8153, 0.051, -0.0027, 0.0532
O, -8.6399, 0.4212, 30.4799, 0.007, 0.0079, -0.0859
O, -10.8704, -32.6511, 15.3878, -0.0129, -0.0072, 0.0648
O, -11.9294, 1.1423, 32.8465, 0.0201, -0.0134, -0.0971
O, -28.76, 10.6026, 25.393, 0.0375, 0.0153, 0.0201
O, -1.9618, -0.7161, 27.6157, -0.0163, -0.0129, -0.0755
O, -20.3526, -6.0872, 25.5321, 0.0215, 0.0125, 0.0126
O, 4.9589, 10.9606, 30.4238, 0.0334, -0.0204, -0.0757
O, -25.3667, 18.9627, 31.7046, 0.0316, 0.0745, -0.1686
O, 5.1041, 10.8991, 27.8096, -0.0262, 0.0086, -0.0905
N, -1.0495, -1.3219, 25.1601, 0.0157, -0.0312, 0.0502
O, -10.101, -3.4315, 32.1626, -0.021, 0.0885, -0.1558
O, -10.4291, 6.1904, 34.5038, 0.009, 0.0595, -0.1809

Results
free energy: -154114.795 eV
free energy less fixed offsets of N -386.36, O -570.45, Si -639.56 eV per atom: -5.015 eV

The program warned: the cutoff lies below the one the program advises for these potential files; the forces do not sum to zero within the program's tolerance; empty levels may hold ghost states of the PAW files; the exchange-correlation potential is rough where the density is thin.
